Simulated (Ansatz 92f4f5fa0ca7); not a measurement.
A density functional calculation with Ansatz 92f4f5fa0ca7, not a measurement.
Periodic cell of 226 atoms, Si133O92B1, from a study of silicon, its oxide and their interface. The atomic structure is a simulated model.
Doubt: the cutoff is far below the 930 eV that the study's wrapper takes by default for these files, so forces and energies are approximate.
This geometry differs little from another in the collection (a relaxation step or a small displacement).

Settings
functional: PBE
potential files: Ansatz PAW
basis: plane waves
wave-function cutoff: 580 eV
density cutoff ratio: 5
exchange-correlation grid ratio: 1
k mesh: 1 x 1 x 1, Gamma-centred
self-consistency stop: 5e-08 eV per atom in the density residual
occupations: fixed
spin: none
net charge: -1 e, with a uniform compensating background and no finite-size correction

Cell vectors (angstrom)
a 10.938 0 0
b 0 10.938 0
c 0 0 31.9494

Atoms and the computed forces on them: element, x, y, z (angstrom), force x, y, z (eV/angstrom)
Si 10.6255 0.0046 24.4698 -0.0136 -0.0023 -0.1821
Si 5.0569 0.121 24.7179 -0.0767 -0.0678 -0.0946
Si 2.8124 2.2729 24.5797 -0.066 -0.0885 -0.0728
Si 8.5664 2.4291 24.5871 -0.0131 0.0279 -0.1056
Si 10.7166 5.6086 24.4003 0.0486 0.0381 -0.125
Si 5.1473 5.6221 24.4739 0.0389 -0.0261 -0.1005
Si 2.9811 7.9501 24.4587 0.0231 0.0052 -0.2333
Si 8.441 7.8404 24.4798 0.0315 0.0527 -0.0898
Si 1.3041 1.0852 25.9005 0.0756 -0.0138 0.0964
Si 6.8109 1.3189 25.7564 0.0112 0.0492 0.0303
Si 3.9724 4.011 25.7421 0.0525 -0.0159 0.0105
Si 9.6903 4.0171 25.8671 -0.03 0.0194 0.0388
Si 1.3226 6.852 25.7479 -0.0625 0.017 0.091
Si 6.798 6.7318 25.7679 0.0117 -0.0246 0.0185
Si 3.9551 9.4758 26.0108 -0.0108 0.0696 0.0953
Si 9.5402 9.4267 25.8774 0.0401 -0.0414 0.0752
Si 2.4914 -0.2882 27.4395 -0.0929 -0.0681 -0.1619
Si 8.1464 -0.0695 27.1519 0.0669 0.0102 0.018
Si 0.0765 2.6447 27.2209 0.0116 -0.0604 -0.0038
Si 5.4268 2.6991 27.1196 -0.0529 -0.042 0.0086
Si 2.6656 5.4223 27.1167 -0.0167 0.0738 0.0446
Si 8.2103 5.3912 27.1421 0.0236 0.0234 -0.0028
Si 0.1622 8.315 27.3259 -0.1908 -0.1871 -0.2976
Si 5.4991 8.1429 27.1906 -0.0471 0.014 0.0011
Si 4.0228 1.2632 28.4781 0.1003 0.0778 0.0478
Si 9.5975 1.2595 28.5226 -0.0341 -0.0168 0.0041
Si 1.385 4.0646 28.5644 0.0392 -0.0067 0.0359
Si 6.8071 4.0593 28.5134 -0.0031 -0.0132 0.0397
Si 4.0273 6.8318 28.5059 -0.0028 -0.0568 -0.0025
Si 9.6057 6.8293 28.4757 -0.0008 -0.0352 0.0129
B 1.2928 9.471 28.5871 0.1847 0.2179 0.4235
Si 6.8225 9.536 28.5602 0.0031 -0.0152 0.0515
Si 0.1177 -0.1996 29.7637 0.0489 -0.0392 -0.1163
Si 5.4384 -0.017 29.888 -0.0341 -0.0046 -0.0221
Si 2.7694 2.6973 29.8909 -0.0168 0.0051 -0.0173
Si 8.2067 2.6778 29.8567 -0.0232 0.0059 -0.022
Si -0.0187 5.4435 29.8871 -0.0188 0.0212 -0.0158
Si 5.4343 5.466 29.8693 -0.0034 -0.0002 -0.0166
Si 2.5618 8.2988 29.7467 -0.0394 0.0435 -0.097
Si 8.2277 8.1697 29.8764 0.0059 0.0257 -0.0036
Si 1.3519 1.3145 31.1811 0.0187 -0.0061 0.0041
Si 6.822 1.362 31.2377 0.0176 0.0041 0.0124
Si 4.1133 4.0825 31.2548 0.0034 -0.0093 0.0002
Si 9.5449 4.0748 31.2339 0.0089 0.0014 0.0077
Si 1.3671 6.8558 31.2057 -0.0186 -0.0201 0.0195
Si 6.8243 6.8382 31.2266 -0.0039 0.0012 0.0022
Si 4.0323 9.5397 31.192 -0.001 0.0221 0.0075
Si 9.6022 9.5562 31.2204 -0.018 -0.0368 0.008
Si 2.7421 0.0169 0.6445 -0.0201 -0.0118 -0.0186
Si 8.2261 0.0073 0.6181 -0.0049 0.0062 0.0109
Si 0.0149 2.7202 0.6238 -0.0093 -0.0088 0.0014
Si 5.4874 2.7456 0.6856 -0.0126 0.0048 -0.0058
Si 2.7345 5.4852 0.6243 0.0041 0.0037 0.0113
Si 8.2036 5.4865 0.6473 0.0055 0.0087 -0.0012
Si 0.0117 8.2041 0.6739 0.006 0.0175 -0.0168
Si 5.4517 8.2271 0.632 -0.0118 -0.0081 -0.0045
Si 4.1016 1.3819 2.0382 0.0099 0.0066 -0.0051
Si 9.602 1.3577 2.0016 -0.0225 0.0123 0.0135
Si 1.3559 4.1411 1.999 0.0277 -0.0173 -0.0008
Si 6.8409 4.1546 2.0282 0.033 -0.0263 0.0172
Si 4.0931 6.8543 2.0024 -0.0028 -0.0042 0.0142
Si 9.5791 6.8439 2.039 -0.0201 -0.0116 -0.0061
Si 1.3719 9.6168 2.0268 0.0284 -0.0081 0.0135
Si 6.8342 9.6258 1.9906 0.0405 -0.0158 0.0004
Si 0.0278 0.0386 3.4393 0.0063 0.0149 0.0173
Si 5.4924 0.0413 3.4148 -0.0089 -0.0088 0.0273
Si 2.7194 2.78 3.366 -0.0477 0.0092 -0.0058
Si 8.2598 2.7801 3.3173 0.0334 0.0264 -0.0709
Si 0.0269 5.5084 3.4346 0.0265 0.0204 0.0352
Si 5.47 5.5329 3.3995 -0.0184 0.0236 0.0041
Si 2.7415 8.2442 3.3673 -0.0131 0.0027 -0.025
Si 8.2315 8.2844 3.3488 0.0134 0.0773 -0.0242
Si 1.3774 1.464 4.8121 -0.0159 -0.0059 -0.0315
Si 6.9137 1.4786 4.6971 -0.0238 -0.03 0.0211
Si 4.0596 4.1573 4.7292 0.0171 0.0232 0.0106
Si 9.6029 4.0825 4.7542 -0.007 0.0032 -0.0071
Si 1.3697 6.9724 4.8071 -0.0301 -0.0048 -0.0248
Si 6.8379 6.9958 4.7025 -0.0182 -0.0425 0.0179
Si 4.1008 9.5763 4.7598 0.0067 0.0267 -0.0074
Si 9.6159 9.5826 4.807 -0.0015 -0.0172 -0.0297
Si 2.7625 0.0469 6.1065 0.0199 -0.0066 -0.0112
Si 8.2972 0.1254 6.067 -0.0044 -0.0036 -0.0305
Si 0.0218 2.8064 6.2791 0.0149 0.0087 -0.0286
Si 5.5198 2.8437 6.0414 -0.0094 -0.0023 -0.0183
Si 2.7549 5.5993 6.1131 0.0118 -0.0067 -0.0244
Si 8.2593 5.6059 5.9305 -0.0149 -0.0033 -0.0182
Si 0.0498 8.311 6.3365 0.0106 0.0109 -0.0239
Si 5.5029 8.3089 6.1992 0.001 0.0047 -0.0273
Si 4.4294 1.1905 7.2973 -0.0302 0.0083 0.0487
Si 9.8165 1.1596 7.5845 -0.0187 0.0002 0.1144
Si 1.181 4.5116 7.476 0.0151 -0.0159 0.0713
Si 6.6442 4.551 7.2173 0.0367 0.0017 0.0709
Si 4.3251 6.7144 7.5104 -0.0129 -0.0094 0.0814
Si 9.736 6.6231 7.4701 -0.0316 0.0013 0.072
Si 1.2834 9.9494 7.6669 0.0262 -0.0148 0.0474
Si 6.7232 9.9716 7.3839 0.0173 -0.0008 0.0717
O 9.5819 1.2365 23.9941 0.0167 -0.0287 0.0533
O 4.0908 6.8 23.9511 -0.0177 0.035 0.0713
O 4.0032 1.23 24.0502 0.0404 0.0407 -0.0006
O 9.5364 6.7004 23.9201 -0.0162 -0.0118 0.0181
O -0.0205 5.5561 7.9986 -0.0049 -0.0108 -0.0073
O 5.5704 0.1295 7.8881 0.0116 0.0015 0.0044
O 0.076 0.098 8.1241 -0.0165 0.009 -0.0133
O 5.5309 5.6155 7.8553 0.0016 -0.0001 -0.0021
O 7.5955 3.9825 8.4284 -0.0281 0.0126 -0.038
O 8.7348 7.0616 8.7412 0.0359 -0.0302 -0.0327
O 2.1862 9.4622 9.015 -0.0481 0.0347 -0.0322
O 8.8964 1.6941 8.8945 0.0445 -0.0448 -0.0439
O 7.6135 9.4824 8.6982 -0.0347 0.0345 -0.0444
O 3.6219 1.8306 8.5815 0.0254 -0.0413 -0.0357
O 3.5926 7.2292 8.9325 0.0304 -0.0409 -0.0577
O 2.0677 4.0128 8.7965 -0.049 0.0371 -0.0332
O 8.1332 3.4736 23.3658 0.0331 -0.0349 0.0492
O 0.4806 4.9441 23.0126 -0.0518 0.0567 0.0687
O 1.8669 2.7001 23.2866 0.0401 -0.0052 0.0493
O 5.8344 4.9238 23.1315 -0.059 0.0553 0.0571
O 5.5127 9.9762 23.5548 -0.0175 0.0213 0.0299
O 2.4372 8.6828 23.0533 0.0492 -0.0487 0.0937
O 0.1844 10.0773 23.1101 -0.0472 0.0436 0.0863
O 7.8157 8.6199 23.1387 0.048 -0.062 0.0549
Si 8.6642 7.7084 18.4606 0.0051 -0.0004 0.0455
Si 8.7887 6.3497 13.6388 0.0045 -0.0033 -0.0173
Si 3.7951 1.5407 14.7311 0.0011 0.0002 0.0004
Si 2.1343 5.7499 17.6576 0.0049 0.0065 0.0427
Si 2.4199 3.1503 19.5429 0.0084 -0.0068 0.0431
Si 9.8126 9.024 12.0804 -0.0007 0.0023 -0.0171
Si 1.328 9.4225 22.1237 0.0049 0.0033 -0.0537
Si 9.1757 0.9596 13.2067 -0.0015 -0.0017 -0.0218
Si 1.4274 5.0524 13.0308 -0.0045 0.0002 -0.0271
Si 1.7992 8.2554 12.8089 -0.0059 -0.0015 -0.0098
Si 6.6579 9.5664 22.493 -0.0332 0.0266 -0.0162
Si 4.5229 4.6026 15.7175 -0.0044 -0.0078 0.0143
Si 8.2123 3.0275 9.5629 -0.01 0.0363 0.0105
Si 0.8434 8.2604 19.2914 0.0015 -0.0074 0.0325
Si 6.9438 1.3602 21.1185 -0.0045 -0.0057 0.039
Si 8.2265 8.32 9.6559 0.0084 -0.0019 0.027
Si 10.8958 5.1973 15.6214 0.0045 -0.0035 0.0176
Si 7.5675 9.4956 16.3283 0.0035 0.007 0.0226
Si 9.9296 2.0719 20.3295 -0.0008 -0.0084 0.0376
Si 3.2182 8.517 9.8958 0.0114 0.0101 0.0308
Si 6.6934 3.3615 17.4281 0 -0.0072 0.0306
Si 1.1697 0.2166 19.843 -0.0054 -0.0004 0.0484
Si 3.2401 2.8152 12.2861 0.0052 0.0036 -0.0205
Si 7.2225 5.4084 19.7103 -0.0037 0.0103 0.0352
Si 5.7515 8.6661 11.5387 0.0035 0.0043 -0.0178
Si 5.7871 6.0695 13.2047 -0.0014 -0.0026 -0.014
Si 4.6367 9.7157 17.6461 0.001 0.0056 0.0339
Si 1.0207 3.6023 22.2344 0.0141 -0.0377 -0.0434
Si 4.8999 1.493 18.8267 -0.0062 0.0016 0.0431
Si 3.1982 3.0873 9.5001 0.0239 0.0041 0.017
Si 6.4523 10.8121 13.7959 0.005 0.0051 -0.0058
Si 10.3515 0.1164 15.9824 -0.0006 -0.0058 0.0212
Si 5.6655 3.6573 11.1465 -0.0019 0.0072 -0.0301
Si 9.8387 3.8914 11.9053 0.0085 0.0046 -0.017
Si 2.3471 9.9214 15.5519 0.0021 0.0063 0.0191
Si 6.0902 8.1448 19.8366 -0.0018 -0.0089 0.0442
Si 6.9325 3.9823 22.3988 0.0096 -0.0202 -0.0128
Si 9.7526 2.775 17.386 -0.0021 -0.0035 0.0269
O 7.1981 6.371 13.9812 -0.0033 0.0007 0.0079
O 1.8841 7.0695 18.6949 -0.002 0.0044 -0.0271
O 10.298 4.0192 16.5276 0 0.0004 -0.011
O 6.1673 9.9614 17.0636 -0.0029 0.0031 -0.0129
O 10.1529 0.7059 14.4786 -0.0043 0.0058 -0.0058
O 8.453 6.1284 18.8812 -0.0034 -0.0048 -0.0262
O 5.1707 0.6833 14.4307 0.0044 -0.0031 0.0026
O 5.7161 2.0699 17.5449 -0.0034 -0.0016 -0.0144
O 8.3438 1.9402 20.5666 -0.0097 -0.0045 -0.0264
O 2.0001 4.3122 18.4519 -0.0032 -0.0134 -0.0185
O 6.9682 2.8072 10.6283 0.0214 -0.0035 0.0107
O 4.8757 2.7039 12.2111 0.0062 0.0046 0.0124
O 6.0256 4.3976 16.3552 -0.001 0.0008 -0.0084
O 4.5622 3.9274 9.9391 -0.0177 -0.0011 0.0074
O 10.6807 2.8102 21.5734 0.0175 0.0185 -0.0035
O 9.7287 6.1488 14.9736 -0.0088 0.0051 -0.0052
O 6.0175 6.5078 19.8591 0.0009 -0.0017 -0.0307
O 4.0835 0.1854 18.2881 0.0017 0.0019 -0.0238
O 9.2594 10.5468 12.2867 0.0014 -0.0141 0.0164
O 2.8575 4.358 12.6996 0.006 -0.0075 0.0211
O 1.917 10.6994 21.2395 -0.0021 -0.0144 0.0045
O 3.9984 2.7289 19.4154 -0.0033 0.0005 -0.0314
O 0.7333 10.0425 15.9705 0.0011 -0.0014 -0.0065
O 1.2751 9.818 18.8594 -0.0009 0 -0.0179
O 1.7181 1.6722 19.3103 -0.0003 0.0016 -0.0286
O 8.9399 10.3867 16.4989 0.0014 0.002 -0.0117
O 4.8828 8.6102 18.8285 0.0061 -0.0047 -0.0178
O 9.5674 8.7548 10.4899 -0.0182 -0.0079 -0.0086
O 6.7446 4.11 18.8679 0.0028 0.009 -0.0178
O 2.8462 1.7226 13.401 -0.001 0.0053 0.0032
O 5.8612 8.7777 21.3062 0.0151 0.0185 0.0119
O 2.5476 2.4492 10.864 0.0012 0.0079 -0.0115
O 7.622 4.8589 21.19 -0.0078 -0.0201 0.0067
O 5.2169 7.4758 12.5554 -0.0003 0.0124 0.0088
O 0.431 9.0629 12.5008 -0.002 0 0.0168
O 7.584 1.0504 13.5879 0.0027 0.0024 0.0119
O 7.1045 9.6268 14.7553 -0.0026 0.0029 -0.0055
O 8.9763 5.0223 12.7026 0.002 -0.01 0.0117
O 8.0937 8.0376 16.9276 0.0023 -0.0055 -0.0101
O 6.1991 2.5978 21.8933 0.0046 0.024 -0.0159
O 2.4572 9.0636 14.1145 -0.0001 -0.0077 -0.0064
O 0.4231 4.4814 11.8768 -0.0074 -0.0049 0.0209
O 0.8121 8.3256 20.9561 0.0046 0.0137 0.0076
O 9.3892 3.8288 10.3501 -0.0212 -0.0153 -0.006
O 9.6552 2.3778 12.5346 0.0009 0.0127 0.0128
O 7.6315 8.5815 19.4074 -0.009 0.0008 -0.029
O 2.551 8.181 11.3583 0.0205 0.0048 -0.0234
O 3.9804 3.0582 15.3763 -0.0001 -0.0018 -0.0037
O 0.8539 4.4961 14.4524 0.0043 0.0032 -0.0025
O 10.0485 3 18.9741 0.0002 -0.0058 -0.0126
O 9.1485 7.7935 12.9491 0.002 0.0108 0.0087
O 10.5182 0.5521 20.1132 -0.002 0.0073 -0.0287
O 6.0323 5.0384 11.9409 0.0017 -0.0137 0.0105
O 8.1519 2.7566 17.0308 0.0028 0 -0.0136
O 3.5249 5.4733 16.7393 0.004 -0.001 -0.0158
O 4.6676 9.1352 10.3889 -0.0198 -0.0036 0.0082
O 1.5383 6.6744 13.171 0.0033 0.0056 0.0172
O 4.7586 5.4931 14.3516 0.0047 0.0072 -0.0025
O 2.0586 3.8485 20.9765 -0.0217 0.004 0.0086
O 10.5423 1.4042 16.9678 -0.0005 0.0038 -0.0138
O 0.9398 6.0629 16.5832 -0.003 -0.0027 -0.017
O 7.3132 10.9757 21.9841 -0.0006 -0.0223 -0.0153
O 5.9336 0.9088 19.9334 0.019 0.0031 -0.0161
O 6.0764 10.0224 12.4086 -0.0068 -0.0182 0.0028
O 2.846 0.5459 15.5968 0.0017 0.0011 -0.0073
O 7.0537 8.0118 10.7687 0.0218 0.0028 -0.0005
O 10.2497 8.0275 18.7021 0.0024 0.0029 -0.0256
O 3.4516 9.2054 16.5911 -0.0041 -0.003 -0.009

Results
free energy: -137022.994 eV
free energy less fixed offsets of B -154.04, O -568.88, Si -635.61 eV per atom: 4.136 eV

The program warned: the cutoff lies below the one the program advises for these potential files; the exchange-correlation potential is rough where the density is thin.
